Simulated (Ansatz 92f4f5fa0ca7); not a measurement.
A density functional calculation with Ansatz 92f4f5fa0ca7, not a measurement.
Periodic cell of 300 atoms, Si148O120H32, with a vacuum gap, from a study of silicon, its oxide and their interface. The atomic structure is a simulated model.

Settings
functional: r2SCAN
potential files: Ansatz PAW
basis: plane waves
wave-function cutoff: 800 eV
density cutoff ratio: 5
exchange-correlation grid ratio: 1
k mesh: 1 x 1 x 1, shifted by 0.5 0.5 0 of a step
self-consistency stop: 1e-11 eV per atom in the density residual
occupations: fixed
spin: none
net charge: 0
applied field: sawtooth along c, amplitude +0.015 V/angstrom in the program's sign convention, ramp centred at 0.9900 of c and 0.0199 of c wide, no dipole correction

Cell vectors (angstrom)
a, 10.88, 0, 0
b, 0, 10.88, 0
c, 0, 0, 50.1871

Atoms: element, x, y, z (angstrom)
Si, -0.3843, 0.2263, 36.4441
Si, 3.1161, 2.3126, 36.5455
Si, -0.329, 5.8354, 36.2217
Si, 3.0208, 8.0582, 36.5573
Si, 5.3361, 0.1966, 36.9961
Si, 8.3028, 2.474, 36.2284
Si, 5.2837, 5.8794, 36.6189
Si, 8.2745, 7.9497, 36.8189
Si, 1.2732, 1.3407, 37.6935
Si, 4.1504, 4.1234, 37.6825
Si, 1.2955, 6.8881, 37.6404
Si, 4.1516, 9.4061, 38.0647
Si, 6.9938, 1.4464, 37.9383
Si, 9.4956, 4.1097, 37.5286
Si, 6.7965, 6.7771, 38.1563
Si, 9.4756, 9.5943, 37.9128
Si, -0.0276, 2.7817, 39.0314
Si, 2.6641, -0.0096, 39.1668
Si, 0.0154, 8.185, 39.1522
Si, 2.7014, 5.4836, 39.0275
Si, 5.4829, 2.7869, 39.1659
Si, 8.1976, 0.0337, 39.33
Si, 5.4823, 8.1498, 39.459
Si, 8.2149, 5.304, 39.1977
Si, 1.3646, 4.1101, 40.4277
Si, 4.0732, 1.3868, 40.4792
Si, 1.3617, 9.5073, 40.5527
Si, 4.0305, 6.7437, 40.5802
Si, 6.8299, 4.0437, 40.5946
Si, 9.594, 1.4196, 40.5541
Si, 6.8254, 9.5775, 40.6888
Si, 9.5432, 6.7769, 40.4896
Si, 0.037, 0.0091, 41.9012
Si, 2.72, 2.7439, 41.8353
Si, 0.0255, 5.4415, 41.862
Si, 2.7064, 8.1489, 41.9215
Si, 5.4031, 0.0576, 41.9296
Si, 8.1827, 2.6982, 41.9421
Si, 5.4504, 5.4194, 41.911
Si, 8.2071, 8.1388, 41.9106
Si, 1.3954, 1.3687, 43.2371
Si, 4.0792, 4.0685, 43.2438
Si, 1.3505, 6.7935, 43.267
Si, 4.0726, 9.5314, 43.2586
Si, 6.8059, 1.3515, 43.2911
Si, 9.5475, 4.0866, 43.2535
Si, 6.8193, 6.7872, 43.2516
Si, 9.5625, 9.5133, 43.254
Si, 0.0155, 2.6996, 6.9188
Si, 2.7238, 0.0101, 6.9473
Si, 0.0115, 8.1557, 6.9619
Si, 2.7077, 5.4221, 6.921
Si, 5.4423, 2.7281, 6.9326
Si, 8.1923, -0.0255, 6.9218
Si, 5.45, 8.1558, 6.8922
Si, 8.1897, 5.4398, 6.9445
Si, 1.3484, 4.0566, 8.2895
Si, 4.0727, 1.3932, 8.2913
Si, 1.3588, 9.5316, 8.3167
Si, 4.0723, 6.8047, 8.2373
Si, 6.8277, 4.0615, 8.2831
Si, 9.539, 1.3439, 8.296
Si, 6.8523, 9.4654, 8.2341
Si, 9.5524, 6.782, 8.3359
Si, 0.0017, 0.0055, 9.7012
Si, 2.693, 2.7408, 9.6871
Si, 0.0056, 5.3737, 9.7045
Si, 2.7187, 8.1343, 9.6325
Si, 5.5157, 0.0036, 9.4919
Si, 8.1991, 2.7152, 9.6704
Si, 5.4289, 5.4347, 9.5617
Si, 8.1711, 8.1341, 9.6704
Si, 1.3209, 1.412, 11.0855
Si, 4.0872, 4.1442, 10.972
Si, 1.4142, 6.7083, 11.0321
Si, 4.1705, 9.5588, 10.8035
Si, 6.8197, 1.2974, 10.9252
Si, 9.5035, 4.0492, 11.1385
Si, 6.7783, 6.721, 10.944
Si, 9.5227, 9.4903, 11.0489
Si, -0.0104, 2.7499, 12.6142
Si, 2.8337, -0.0255, 12.1764
Si, -0.0428, 7.9903, 12.3409
Si, 2.8391, 5.4627, 12.5049
Si, 5.4142, 2.67, 12.1769
Si, 8.1572, 0.0256, 12.3944
Si, 5.4596, 8.1887, 12.1589
Si, 8, 5.3663, 12.4472
Si, 1.6536, 3.9453, 13.8759
Si, 3.8446, 1.6216, 13.5442
Si, 1.645, 9.2348, 13.2875
Si, 3.9807, 7.2108, 13.6699
Si, 6.8585, 3.6723, 13.71
Si, 9.2151, 1.5429, 13.8473
Si, 6.9953, 9.2464, 13.5436
Si, 9.1758, 6.9273, 13.7146
Si, 2.3475, 4.2848, 16.7833
Si, -4.5818, 12.4859, 21.1576
Si, -0.6939, 8.9738, 17.7122
Si, 3.7175, 9.2175, 17.7388
Si, 6.5467, 1.9818, 18.3082
Si, -5.0674, 11.1844, 23.8892
Si, 5.8116, 8.1155, 15.9272
Si, 4.9621, 2.8351, 15.9082
Si, 5.9263, 6.351, 20.6017
Si, -0.3673, 4.1386, 20.8152
Si, -0.3182, -1.9697, 20.7323
Si, 9.0965, 11.7325, 16.9377
Si, 1.4851, 10.1897, 16.0184
Si, 8.5319, 6.6007, 16.6293
Si, -3.3141, -4.2379, 24.5488
Si, -2.9744, 8.1848, 21.9784
Si, -9.6648, 10.8906, 22.1049
Si, 3.2254, 6.5043, 18.9972
Si, 5.3948, 11.4875, 30.1915
Si, 8.7771, 2.2767, 22.4992
Si, 1.3433, 17.3921, 21.5244
Si, 7.5069, 3.735, 24.8675
Si, -1.1596, 5.2543, 25.8829
Si, 1.0166, -4.3694, 24.3972
Si, -4.8614, 9.118, 28.3968
Si, 2.734, 11.2383, 19.7347
Si, 4.919, 6.0825, 29.1408
Si, 8.0527, 4.6679, 18.9728
Si, 0.8924, 12.5733, 17.7164
Si, 3.4005, -6.9596, 27.6634
Si, 2.3932, 8.152, 26.4005
Si, 2.1987, 2.6703, 21.186
Si, 0.3925, -1.491, 24.641
Si, -2.2292, 10.6256, 23.838
Si, 4.8589, 2.8892, 25.1471
Si, -6.2314, 4.0667, 22.2774
Si, 2.2224, 7.3318, 29.3699
Si, -1.5276, 1.0683, 31.8614
Si, 0.1645, 5.7507, 33.0414
Si, 1.8505, -2.8066, 32.1354
Si, 0.6174, 4.9825, 28.3768
Si, -2.1584, -3.0798, 32.687
Si, -5.5138, -2.1523, 25.4614
Si, -7.6047, 2.4761, 30.4907
Si, 5.7835, 3.6195, 30.8723
Si, 4.5466, 1.0025, 34.2967
Si, -0.2199, -0.9493, 33.6468
Si, -3.1293, 9.8085, 30.5707
Si, 3.8564, 9.0847, 33.8486
Si, 7.0079, 2.547, 33.3153
Si, 6.4886, 7.4909, 34.5812
Si, 11.2315, 3.3312, 31.005
O, 0.1889, -0.6218, 35.1725
O, -3.3893, -1.5231, 29.0376
O, 1.7228, 8.3043, 30.5469
O, 6.0752, 2.1524, 30.0864
O, 5.1669, -0.4483, 28.9386
O, 0.0898, 5.4909, 34.6587
O, 2.8593, 8.8303, 35.1204
O, 1.4905, 6.5837, 32.6489
O, 4.1116, 1.2508, 37.2645
O, 3.4264, 2.0101, 34.9493
O, 7.5327, 2.951, 34.8282
O, 8.074, 1.5029, 32.7306
O, 3.9776, 6.7818, 36.2493
O, 6.1044, 6.0242, 35.1971
O, 9.362, 6.9532, 36.0858
O, 7.2738, 8.4521, 35.634
O, 2.6105, 2.6211, 13.9299
O, 1.4423, 4.5445, 15.4208
O, 4.6188, 1.52, 14.9964
O, 8.1301, 2.7315, 14.079
O, 1.0903, 10.1916, 14.4718
O, 9.4079, 11.7865, 15.3441
O, 2.7023, 8.1857, 13.9672
O, 4.7749, 7.1334, 15.1159
O, 9.3508, -4.5491, 15.2414
O, 6.0739, 1.1412, 19.6179
O, 6.0812, 3.7668, 15.1609
O, 9.4837, 4.2675, 19.5972
O, 5.2126, 16.396, 21.8101
O, 1.296, 11.7401, 16.3987
O, 29.6702, 12.6694, 21.2341
O, 8.2335, 8.2407, 13.9037
O, 2.6901, 5.489, 17.831
O, 2.9299, 7.9918, 18.4382
O, -13.4372, 5.2583, 17.4926
O, -7.1329, 3.844, 16.1504
O, 7.2541, 5.6642, 19.9694
O, 3.7699, 10.4406, 18.8051
O, 10.1567, 1.8097, 17.723
O, 7.6083, 12.1633, 17.3256
O, 5.2802, 2.2692, 17.3748
O, 0.0297, 5.6086, 21.3109
O, 5.1796, 8.716, 17.2873
O, 9.1956, 10.209, 17.4485
O, 4.813, 6.4483, 19.4033
O, 0.8527, -2.8469, 21.4008
O, 0.5272, 9.0856, 16.6858
O, 7.7002, 2.8682, 23.536
O, 1.4639, 12.4973, 22.2014
O, -3.7414, 14.2485, 18.8387
O, -5.3157, 13.8791, 21.4913
O, 12.1892, 9.3012, 25.9858
O, 7.0118, 5.162, 24.3326
O, 2.9865, 9.7414, 16.396
O, 1.3597, 11.6212, 18.9435
O, 9.3983, 7.5961, 17.5456
O, -0.1819, 10.3763, 21.4211
O, 13.3113, 17.1026, 20.3762
O, -3.8006, 18.0987, 16.3272
O, 1.2604, -0.6102, 23.5903
O, -1.4204, 1.0046, 23.2112
O, 1.6093, 3.1288, 17.6435
O, -4.375, -3.1149, 21.2304
O, -0.0424, -1.8503, 19.1675
O, -2.6848, 7.1087, 23.1431
O, 1.8776, 17.12, 23.0453
O, 1.8763, 4.4314, 27.5356
O, -1.0187, 14.2431, 22.0698
O, -5.6487, -1.1525, 24.2094
O, -7.3547, 6.4957, 29.8869
O, -6.0529, 1.37, 24.6014
O, -1.7711, -2.6547, 20.9046
O, -8.4967, 10.3812, 21.0703
O, 6.2324, 9.3915, 14.9963
O, 3.227, 12.7064, 20.2375
O, -7.79, 14.6949, 21.875
O, -7.1107, 3.1428, 26.299
O, 3.8826, 0.9717, 30.6777
O, 5.8596, -5.8419, 30.0158
O, -1.9941, 3.881, 25.6833
O, 0.9853, 14.2475, 20.3654
O, 10.2798, 5.2569, 27.3764
O, 1.894, 6.7524, 25.74
O, 8.7309, 6.5362, 25.6817
O, -4.544, -7.7569, 25.7839
O, 5.8111, 0.5362, 22.2777
O, 11.0528, 3.9877, 29.5503
O, -4.5655, -3.3561, 24.9965
O, 0.0038, -5.5774, 24.7495
O, 3.4111, -7.9833, 28.9211
O, 3.8451, 10.6706, 33.5015
O, -4.8339, -1.5626, 26.8013
O, -3.4391, -3.7571, 33.3586
O, -1.5398, -1.89, 33.6048
O, -1.1266, -0.9283, 24.8228
O, 5.5433, 1.8632, 33.3849
O, 18.1937, 0.331, 24.5554
O, 0.9791, 6.3646, 29.0974
O, 3.3796, 8.3278, 32.5214
O, 4.2187, 3.5079, 31.3211
O, 4.4338, 5.1789, 27.8569
O, -0.875, -8.5634, 31.1232
O, 0.179, -3.0081, 24.1264
O, 1.7719, 2.5527, 31.044
O, 3.8606, 8.3266, 25.7998
O, 0.2431, 4.3486, 32.2567
O, -6.2276, 3.8833, 23.8847
O, -8.3402, 8.1306, 28.0047
O, 5.5856, 7.5428, 28.7456
O, 0.9519, 9.1522, 32.8979
O, -2.6957, -2.4272, 31.3192
O, 5.4902, 0.2328, 35.3751
O, 5.2849, 8.4362, 34.1374
O, -1.0822, -4.2602, 32.4777
O, 6.7743, 3.714, 32.178
O, -1.9332, -0.005, 30.7241
O, -0.4529, 11.32, 32.879
O, 6.3918, -0.3129, 31.1227
O, 9.4236, 1.3281, 35.8362
O, -2.8753, -1.2529, 22.7229
H, 2.2079, 0.5377, 44.1695
H, 0.5589, 2.1756, 44.1695
H, 4.9079, 3.2536, 44.1763
H, 3.252, 4.8849, 44.1763
H, 2.168, 5.9675, 44.1994
H, 0.5358, 7.6224, 44.1994
H, 3.2538, 10.3562, 44.1911
H, 4.8949, 8.7101, 44.1911
H, 5.988, 2.1772, 44.2236
H, 7.6305, 0.5325, 44.2236
H, 8.7243, 4.907, 44.186
H, 10.3575, 3.2532, 44.186
H, 5.9973, 7.6087, 44.1841
H, 7.648, 5.9723, 44.1841
H, 8.732, 10.3262, 44.1864
H, 10.3755, 8.6828, 44.1864
H, -0.7945, 3.533, 5.9864
H, 0.852, 1.8928, 5.9864
H, 3.5426, -0.8147, 6.0148
H, 1.9113, 0.841, 6.0148
H, -0.8015, 8.9862, 6.0294
H, 0.8262, 7.3269, 6.0294
H, 3.5349, 4.6057, 5.9885
H, 1.8902, 6.2482, 5.9885
H, 4.6137, 3.543, 6.0002
H, 6.2602, 1.9024, 6.0002
H, 9.0228, -0.8385, 5.9894
H, 7.3677, 0.7935, 5.9894
H, 4.6276, 8.977, 5.9597
H, 6.272, 7.3342, 5.9597
H, 7.361, 6.2546, 6.0121
H, 9.0129, 4.6194, 6.0121

Results
free energy: -163609.821 eV
free energy less fixed offsets of H -15.71, O -570.45, Si -639.56 eV per atom: 1.779 eV

Forces (eV/angstrom), in the order of the atoms: element, x, y, z
Si, 0.0043, -0.0045, 0.0239
Si, -0.0027, -0.0063, 0.0224
Si, -0.0071, 0.0031, 0.016
Si, -0.0085, -0.0032, 0.0198
Si, 0.0005, 0.0042, -0.0214
Si, 0.002, -0.0056, 0.0135
Si, 0.0028, -0.0095, 0.0146
Si, -0.0013, -0.0006, 0.0133
Si, 0.0012, -0.0018, -0.0146
Si, -0.0019, -0.0002, -0.0061
Si, 0.0042, 0.0014, -0.012
Si, -0.0008, -0.0051, -0.0157
Si, -0.0033, -0.0057, -0.0106
Si, -0.0011, 0, -0.0174
Si, 0.0011, 0.0072, -0.015
Si, -0.002, 0.0047, -0.0153
Si, -0.0047, -0.0059, -0.0006
Si, -0.0045, -0.0036, 0.0037
Si, 0.0055, 0.011, 0.0076
Si, 0.0059, 0.0055, -0.0017
Si, 0.006, 0.0005, 0.0046
Si, -0.0002, -0.0029, 0.0029
Si, -0.0026, 0.0033, 0.0023
Si, -0.0137, -0.0066, 0.0066
Si, -0.0035, -0.0058, 0.0269
Si, 0.008, -0.0059, 0.0095
Si, -0.0007, -0.0137, 0.0218
Si, -0.0101, -0.0083, 0.0185
Si, 0.0096, 0.0125, 0.0191
Si, -0.0026, 0.0059, 0.0226
Si, 0.0109, 0.0087, 0.0096
Si, -0.0025, 0.0155, 0.0282
Si, -0.0325, 0.0202, 0.1674
Si, -0.0399, 0.0387, 0.1854
Si, 0.0232, -0.0296, 0.1832
Si, 0.0097, 0.0024, 0.1788
Si, 0.0033, -0.0132, 0.2067
Si, 0.0205, -0.012, 0.1845
Si, -0.0035, 0.0075, 0.1739
Si, 0.0089, -0.0075, 0.179
Si, -0.0142, 0.0351, 0.2392
Si, 0.0138, -0.0316, 0.2744
Si, 0.0407, -0.0361, 0.3123
Si, -0.0346, -0.0589, 0.3345
Si, 0.0169, 0.1061, 0.4122
Si, -0.0114, -0.0273, 0.2534
Si, -0.0604, 0.0864, 0.3361
Si, -0.042, 0.0376, 0.3237
Si, -0.0098, -0.0325, -0.2575
Si, -0.0113, -0.0054, -0.2244
Si, 0.0089, -0.0083, -0.2001
Si, -0.0701, 0.045, -0.3054
Si, 0.0375, -0.0103, -0.3824
Si, 0.1223, 0.0334, -0.3849
Si, -0.0246, -0.0931, -0.4318
Si, 0.0197, -0.0369, -0.1959
Si, -0.0141, 0.0264, -0.1807
Si, -0.0331, 0.0241, -0.1755
Si, -0.0009, 0.0001, -0.1612
Si, -0.0078, 0.0069, -0.192
Si, 0.0354, -0.0245, -0.1686
Si, -0.004, -0.0099, -0.1709
Si, 0.0027, 0.0063, -0.2089
Si, 0.0475, -0.043, -0.1847
Si, 0.0076, 0.0113, -0.0126
Si, 0.0008, -0.008, -0.0185
Si, -0.0035, 0.0001, -0.0021
Si, -0.0051, -0.0107, -0.0191
Si, 0.0006, -0.0024, -0.0063
Si, 0.0038, 0.0154, -0.0207
Si, -0.0165, -0.0117, -0.0278
Si, -0.0006, 0.0047, -0.0302
Si, -0.0012, -0.0022, 0.0003
Si, 0.0024, 0.0055, -0.0033
Si, 0.0064, -0.002, -0.0082
Si, -0.006, -0.0026, -0.0029
Si, 0.0017, 0.0036, -0.0018
Si, 0.0029, -0.0112, -0.0014
Si, -0.0023, 0.0013, -0.0056
Si, 0.0082, 0.0099, -0.007
Si, -0.0039, 0.0025, 0.0092
Si, 0.0008, -0.0029, 0.0174
Si, -0.0002, -0.0053, 0.0147
Si, -0.0074, 0.0029, 0.0128
Si, -0.0025, -0.0069, 0.0189
Si, -0.0035, -0.0002, 0.0137
Si, 0, 0.0063, 0.004
Si, 0.0054, 0.0027, 0.0097
Si, 0.0101, -0.0013, 0.0374
Si, -0.0043, -0.0057, 0.0115
Si, 0.0154, 0.0133, 0.0295
Si, 0.0016, 0.0213, 0.0198
Si, 0.0094, -0.0045, -0.0063
Si, 0.0137, 0.0013, 0.0105
Si, 0.0041, -0.0111, 0.0214
Si, -0.0056, 0.0077, 0.0257
Si, -0.0005, 0.0071, 0.0673
Si, 0.0029, -0.0005, 0.0594
Si, 0.01, -0.001, 0.0565
Si, -0.0097, 0.0039, 0.0523
Si, 0.0022, -0.0014, 0.0688
Si, -0.0071, -0.0106, 0.0286
Si, 0.0055, 0.0031, 0.066
Si, -0.0106, -0.0044, 0.0665
Si, 0.0025, 0.0056, 0.0511
Si, 0.0023, 0.0007, 0.0478
Si, -0.0046, -0.0013, 0.0686
Si, -0.006, -0.0032, 0.0626
Si, -0.0017, -0.0039, 0.0572
Si, 0.0042, -0.0045, 0.0592
Si, -0.0033, -0.0003, 0.0438
Si, 0.0072, 0.0035, 0.0481
Si, -0.0071, -0.0041, 0.0452
Si, 0.006, -0.0019, 0.0616
Si, 0.0053, 0.0044, 0.0257
Si, -0.0094, -0.0051, 0.0476
Si, -0.0065, 0, 0.0518
Si, 0.0017, 0.0069, 0.0402
Si, 0.0059, -0.0027, 0.0432
Si, -0.0038, -0.0016, 0.0536
Si, 0.002, 0.0064, 0.0343
Si, 0.0002, 0.0045, 0.0561
Si, 0.0028, -0.0031, 0.0297
Si, 0.0058, 0.0004, 0.0602
Si, 0.0065, -0.0059, 0.0531
Si, -0.0029, 0.0036, 0.0423
Si, 0.01, -0.0013, 0.074
Si, 0.0008, 0.006, 0.0408
Si, 0.0039, -0.0103, 0.0427
Si, -0.0011, -0.0004, 0.0409
Si, -0.0092, 0.0008, 0.0532
Si, 0.0018, -0.0057, 0.0171
Si, -0.0049, 0.0021, 0.0403
Si, 0.0002, 0.0012, 0.0278
Si, -0.001, 0.0031, 0.0224
Si, 0.0009, 0.0045, 0.0341
Si, 0.004, -0.0002, 0.049
Si, -0.0005, -0.0038, 0.0276
Si, -0.0038, -0.0005, 0.0496
Si, -0.0026, -0.0042, 0.0333
Si, 0.0073, -0.0033, 0.035
Si, -0.0019, -0.0032, 0.0332
Si, 0.0037, 0.0011, 0.0373
Si, 0.009, 0.001, 0.0293
Si, -0.0021, 0.0021, 0.0346
Si, -0.0014, -0.0006, 0.0351
Si, 0.0015, -0.0011, 0.033
Si, -0.0045, -0.0015, 0.0377
O, -0.0015, -0.0079, -0.0237
O, -0.0074, -0.0012, -0.0166
O, 0.0046, -0.0044, -0.0302
O, -0.0016, -0.0035, -0.0124
O, 0, -0.0115, -0.0185
O, 0.0044, -0.003, -0.0237
O, 0.0053, 0.0011, -0.0172
O, 0.0003, 0.0017, -0.0089
O, -0.0011, 0.0027, 0.0121
O, 0.0051, -0.0034, -0.014
O, -0.0049, -0.0002, -0.0172
O, 0.0057, -0.0017, -0.0126
O, 0.0063, 0.0145, -0.0037
O, 0.0046, 0.003, -0.0089
O, 0.0051, -0.0039, -0.0131
O, -0.0071, -0.0014, -0.0145
O, 0.0108, 0.005, -0.0109
O, -0.009, -0.0025, -0.0455
O, -0.0019, -0.0069, -0.0362
O, -0.0143, -0.0093, 0.018
O, 0.0027, -0.007, -0.0347
O, 0.0053, 0.0056, -0.0567
O, -0.021, -0.0271, -0.0052
O, -0.0122, -0.0091, -0.0413
O, 0.0079, 0.0002, -0.0494
O, 0.003, 0.0036, -0.0409
O, 0.0039, 0.016, -0.0407
O, -0.0159, 0.0013, -0.0304
O, 0.0045, 0.007, -0.0233
O, 0.0018, -0.0061, -0.0252
O, -0.0068, 0, -0.0166
O, 0.0015, 0.0055, -0.0095
O, -0.0048, -0.0187, -0.0365
O, 0.0028, 0.0103, -0.0251
O, 0.0025, 0.0143, -0.0394
O, 0.0078, -0.0068, -0.0165
O, 0.011, -0.0102, -0.0275
O, 0.0048, -0.0125, -0.0289
O, -0.006, -0.0038, -0.0237
O, 0.0122, -0.004, -0.0288
O, -0.0109, 0.0057, -0.0385
O, -0.0012, -0.0066, -0.0254
O, 0.0114, -0.0058, -0.0306
O, -0.0016, 0.0087, -0.0217
O, -0.0113, 0.0032, -0.0268
O, -0.0023, 0.0037, -0.0258
O, 0.0082, 0.0049, -0.028
O, 0.0071, -0.0079, -0.032
O, 0.0056, 0.0038, -0.0213
O, -0.0052, -0.006, -0.0233
O, 0.0031, -0.0064, -0.0302
O, -0.0106, 0.0049, -0.0223
O, -0.001, 0.0004, -0.0115
O, -0.0101, 0.005, -0.0295
O, -0.0118, 0.007, -0.0342
O, -0.0088, -0.0073, -0.0246
O, -0.0006, -0.0048, -0.0193
O, 0.0133, 0.002, -0.0357
O, -0.0091, 0.0065, -0.0218
O, 0.0025, 0.0118, -0.0365
O, 0.0017, 0.006, -0.0151
O, 0.0044, 0.0088, -0.0255
O, -0.0102, -0.009, -0.0225
O, -0.0035, 0.0004, -0.0386
O, 0, 0.0093, -0.036
O, 0.0041, -0.0009, -0.0342
O, 0.0021, 0.0005, -0.0101
O, 0.0088, 0.01, -0.0302
O, 0.0024, 0.0125, -0.0223
O, 0.0008, -0.0002, -0.0228
O, 0.0038, -0.0049, -0.0183
O, 0.0129, 0.0025, -0.0316
O, 0.0087, 0.0025, -0.0308
O, 0.0059, 0.0067, -0.0353
O, 0.0013, -0.0105, -0.0231
O, -0.0091, -0.005, -0.0272
O, 0.0133, -0.0071, -0.0371
O, 0.0017, -0.0001, -0.0042
O, -0.0069, 0.0122, -0.0153
O, -0.0078, -0.0038, -0.0173
O, -0.0008, -0.0009, -0.0156
O, -0.0104, 0.0007, -0.0277
O, -0.0075, -0.0038, -0.0257
O, -0.0063, 0.0024, -0.0175
O, 0.0025, 0.0005, -0.019
O, 0.0033, 0.0123, -0.0366
O, 0.0031, 0.012, -0.0268
O, 0.0103, -0.0068, -0.0169
O, 0.0074, 0.0043, -0.0234
O, 0.0016, 0.0093, -0.0316
O, -0.0012, -0.0014, -0.0067
O, -0.0062, -0.0066, -0.0405
O, 0.0074, 0.0022, -0.0181
O, -0.0017, -0.0015, -0.0114
O, -0.0035, 0.0041, -0.0182
O, 0.0069, 0.0041, -0.0104
O, 0.0034, -0.0004, -0.0116
O, -0.0023, -0.0072, -0.0206
O, -0.0053, -0.0049, -0.0178
O, -0.003, -0.0001, -0.0124
O, -0.0043, -0.0064, -0.0212
O, 0.0054, 0.0077, -0.0172
O, -0.0002, 0.0018, -0.0159
O, 0.0044, 0.0016, -0.0143
O, 0.0068, 0.0018, -0.0158
O, 0.002, -0.0093, -0.0183
O, -0.0025, 0.0085, -0.0504
O, -0.0012, 0.0059, -0.0244
O, -0.001, 0.0068, -0.0122
O, 0.0024, -0.0048, -0.0142
O, -0.0057, 0.0088, -0.0182
O, -0.0034, 0.0042, -0.0286
O, -0.0039, 0.002, -0.0078
O, 0.0007, 0.0009, -0.0071
O, -0.0063, 0.0044, -0.0196
O, -0.006, -0.0059, -0.0079
O, -0.004, 0.006, -0.016
O, -0.0026, -0.0001, -0.0128
O, 0.0034, 0.0075, 0.0074
O, -0.0014, -0.0094, -0.0186
H, -0.2332, 0.4216, -0.2778
H, 0.3078, -0.268, -0.2813
H, -0.3858, 0.1917, -0.2827
H, 0.2988, -0.269, -0.2836
H, -0.2779, 0.2858, -0.2685
H, 0.2636, -0.4156, -0.2661
H, 0.281, -0.4029, -0.2327
H, -0.2188, 0.2884, -0.2832
H, 0.3803, -0.222, -0.2248
H, -0.3548, 0.1816, -0.2719
H, 0.3688, -0.2508, -0.2694
H, -0.2467, 0.3409, -0.2644
H, 0.2997, -0.2289, -0.2672
H, -0.3592, 0.2591, -0.2704
H, 0.2341, -0.2996, -0.2849
H, -0.2552, 0.4307, -0.2608
H, 0.2459, -0.3308, 0.2685
H, -0.3539, 0.3156, 0.2479
H, -0.2696, 0.2828, 0.3038
H, 0.2925, -0.3764, 0.2644
H, 0.2574, -0.3882, 0.2808
H, -0.2519, 0.3433, 0.2896
H, -0.3472, 0.2623, 0.2688
H, 0.2772, -0.347, 0.2317
H, 0.398, -0.2353, 0.2514
H, -0.3159, 0.1932, 0.2647
H, -0.2751, 0.4165, 0.2047
H, 0.2347, -0.2567, 0.2818
H, 0.3386, -0.2382, 0.2505
H, -0.3508, 0.2408, 0.224
H, 0.3136, -0.2472, 0.2993
H, -0.2782, 0.3193, 0.2692

The program warned: the cutoff lies below the one the program advises for these potential files; the forces do not sum to zero within the program's tolerance; empty levels may hold ghost states of the PAW files; the exchange-correlation potential is rough where the density is thin.
